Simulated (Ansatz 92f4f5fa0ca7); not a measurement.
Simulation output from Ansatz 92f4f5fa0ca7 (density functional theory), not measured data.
Periodic cell of 276 atoms, Si168O108, from a study of silicon, its oxide and their interface. The atomic structure is a simulated model.
Doubt: the cutoff is far below the 930 eV that the study's wrapper takes by default for these files, so forces and energies are approximate.
This geometry differs little from another in the collection (a relaxation step or a small displacement).

Settings: functional PBE; potential files Ansatz PAW; basis plane waves; wave-function cutoff 580 eV; density cutoff ratio 5; exchange-correlation grid ratio 1; k mesh 1 x 1 x 1, Gamma-centred; self-consistency stop 5e-08 eV per atom in the density residual; occupations fixed; spin none; net charge 0.

Cell vectors (angstrom)
a	11.6015	0	0
b	0	13.3963	0
c	0	0	31.1494

Atoms and the computed forces on them: element, x, y, z (angstrom), force x, y, z (eV/angstrom)
Si	-0.2335	0.0071	24.3586	0.0205	-0.0163	-0.0785
Si	3.5498	0.2012	24.4663	0.0154	-0.005	-0.0574
Si	7.4233	0.1158	24.3812	0.0218	0.0068	-0.0922
Si	1.7765	3.3039	24.5585	0.0587	-0.0366	-0.0633
Si	5.6143	3.3627	24.5444	0.1397	-0.0507	-0.0987
Si	9.5283	3.4611	24.313	0.002	0.0082	-0.0943
Si	-0.1091	6.76	24.3482	0.0073	0.0156	-0.0636
Si	3.6946	6.8565	24.4719	0.0273	0.0325	-0.0118
Si	7.5303	6.8257	24.4825	-0.0114	-0.031	-0.064
Si	1.8247	10.1076	24.4546	-0.002	-0.0239	-0.0927
Si	5.6207	10.1051	24.4598	0.0422	-0.0352	-0.0903
Si	9.4337	10.118	24.5391	0.0407	0.0233	-0.0838
Si	-0.2105	2.2509	25.1915	-0.0133	-0.0137	0.0043
Si	3.7205	2.3129	25.4579	-0.0692	0.0062	-0.0729
Si	7.6223	2.3223	25.1957	-0.048	-0.0027	0.0266
Si	1.7991	5.6086	25.1594	-0.0161	0.016	-0.0068
Si	5.6256	5.642	25.187	-0.0262	0.0316	0.0067
Si	9.5263	5.6791	25.1377	-0.005	0.0171	-0.005
Si	-0.1445	8.9954	25.1462	-0.0145	-0.0045	0.0249
Si	3.7193	9.0235	25.3489	-0.0024	-0.0002	-0.0029
Si	7.5429	9.009	25.3497	-0.0254	0.0046	-0.0078
Si	1.7169	12.3399	25.2261	-0.0197	0.0076	0.0033
Si	5.5311	12.3698	25.1533	-0.0456	0.037	-0.0044
Si	9.4187	12.3801	25.1755	-0.0742	-0.0074	0.0302
Si	-0.1112	2.2408	27.5731	0.0401	0.0079	-0.012
Si	3.7925	2.256	27.7599	0.0123	0.0099	-0.0145
Si	7.6774	2.2711	27.5749	-0.0059	-0.0047	-0.0193
Si	1.8569	5.5925	27.5546	0.0085	-0.0196	-0.0524
Si	5.7196	5.6029	27.5729	0.0073	-0.006	-0.0572
Si	9.6001	5.6171	27.5427	0.0028	-0.0072	-0.0503
Si	-0.0739	8.9519	27.5458	0.0077	-0.0038	-0.0539
Si	3.791	8.9634	27.6781	0.0076	-0.0029	-0.0083
Si	7.6462	8.9624	27.6774	0.0144	-0.0045	-0.0006
Si	1.8256	12.2972	27.6016	0.0136	-0.0023	-0.0425
Si	5.6749	12.3133	27.5514	0.0174	-0.0122	-0.0314
Si	9.552	12.3274	27.5668	0.0212	-0.0037	-0.022
Si	1.8329	1.1272	28.3977	-0.0236	-0.0032	0.0232
Si	5.761	1.1298	28.3922	0.0048	0.007	0.0412
Si	9.5864	1.1424	28.3959	-0.0134	-0.0125	0.0436
Si	-0.0694	4.4788	28.3601	-0.0023	-0.0072	0.0485
Si	3.8006	4.5146	28.4045	-0.0064	0.001	0.0409
Si	7.6753	4.5018	28.3656	-0.0052	-0.0034	0.0511
Si	1.8525	7.8177	28.377	-0.0063	0.0049	0.0458
Si	5.7298	7.8202	28.4067	0.0006	-0.0077	0.0427
Si	9.6144	7.836	28.3769	0.0079	-0.0006	0.0386
Si	-0.1015	11.1777	28.3648	-0.0168	-0.0057	0.0546
Si	3.7804	11.2	28.4019	-0.0197	0.0033	0.0324
Si	7.6318	11.2104	28.3792	-0.0067	0.005	0.0393
Si	1.9336	1.1164	30.7545	-0.2307	-0.0225	0.1666
Si	5.8008	1.1164	30.7545	0.0319	-0.0483	0.0269
Si	9.6679	1.1164	30.7545	-0.1103	-0.0285	0.0571
Si	0	4.4654	30.7545	-0.1433	0.048	-0.2333
Si	3.8672	4.4654	30.7545	-0.1428	0.1347	0.0946
Si	7.7343	4.4654	30.7545	-0.0817	0.0368	-0.1323
Si	1.9336	7.8145	30.7545	-0.1803	0.0095	-0.115
Si	5.8008	7.8145	30.7545	-0.1452	-0.0562	0.1877
Si	9.6679	7.8145	30.7545	-0.0704	-0.0295	-0.073
Si	0	11.1635	30.7545	-0.198	0.0263	-0.0673
Si	3.8672	11.1635	30.7545	-0.1519	0.1386	0.0466
Si	7.7343	11.1635	30.7545	-0.1677	0.1406	-0.0429
Si	0	0	0.3944	-0.0805	0.0081	-0.1442
Si	3.8672	0	0.3944	0.204	-0.1458	-0.2322
Si	7.7343	0	0.3944	0.0814	-0.0144	0.1424
Si	1.9336	3.3491	0.3944	0.2461	0.0845	-0.2019
Si	5.8008	3.3491	0.3944	0.1211	-0.0072	-0.1816
Si	9.6679	3.3491	0.3944	0.1094	0.1371	-0.0294
Si	0	6.6981	0.3944	0.1107	-0.1966	-0.0262
Si	3.8672	6.6981	0.3944	0.1418	0.0198	0.2185
Si	7.7343	6.6981	0.3944	0.2492	0.0784	0.0956
Si	1.9336	10.0472	0.3944	0.2844	-0.251	-0.4088
Si	5.8008	10.0472	0.3944	0.135	-0.0518	0.1616
Si	9.6679	10.0472	0.3944	0.0123	-0.0231	0.058
Si	0.016	-0.0155	2.7401	-0.0159	0.0199	-0.0447
Si	3.9331	-0.0638	2.7354	-0.0026	-0.0136	-0.0421
Si	7.7915	-0.0121	2.7717	-0.005	0.0113	-0.0325
Si	2.0555	3.3444	2.7395	0.0383	0.0039	-0.0323
Si	5.8808	3.3284	2.7459	0.0123	-0.0087	-0.0324
Si	9.7483	3.3708	2.7615	0.0214	0.0111	-0.0424
Si	0.086	6.6257	2.7574	0.0053	-0.0082	-0.035
Si	3.9652	6.6946	2.7856	0.0114	-0.0169	-0.0399
Si	7.8497	6.704	2.7763	0	0.0144	-0.0429
Si	2.0354	9.9611	2.718	0.0138	-0.027	-0.0325
Si	5.8796	10.0207	2.7926	-0.0046	0.0067	-0.0446
Si	9.7178	10.0272	2.7766	-0.0148	0.0011	-0.0455
Si	0.1195	2.2522	3.4431	-0.0401	-0.0306	0.0144
Si	3.9729	2.1503	3.4949	-0.0092	0.03	0.0337
Si	7.8307	2.2401	3.5232	-0.0194	-0.0055	0.02
Si	2.0517	5.5593	3.5888	-0.0048	0.016	0.0477
Si	5.9381	5.5667	3.5122	-0.0229	0.0084	0.0194
Si	9.7638	5.5789	3.6494	-0.0069	0.0094	0.0546
Si	0.0903	8.8697	3.4205	-0.0375	0.0102	0.0168
Si	3.9769	8.9039	3.6452	-0.0103	0.0235	0.0414
Si	7.8061	8.9164	3.6507	0.01	-0.0083	0.0477
Si	1.9548	12.1978	3.3505	0.0223	0.0343	0.0212
Si	5.8805	12.2498	3.5827	-0.0253	-0.0013	0.0439
Si	9.708	12.2542	3.5933	0.0113	-0.0013	0.0417
Si	0.2405	2.2518	5.7644	0.0288	0.0196	0.0268
Si	4.0723	2.0468	5.8452	0.042	-0.0087	0.0374
Si	7.942	2.2468	5.8764	0.0424	-0.0051	-0.0175
Si	2.1609	5.521	5.985	0.0129	-0.0107	-0.0009
Si	6.0574	5.5073	5.8639	0.0322	-0.0541	0.0071
Si	9.8728	5.5858	6.0844	0.0195	0.0072	-0.0067
Si	0.1976	8.8158	5.7319	0.0609	-0.0251	0.0622
Si	4.0619	8.8828	6.0761	0.0087	0.0157	-0.0325
Si	7.8713	8.8918	6.0831	0.0305	-0.0006	-0.0268
Si	1.9697	12.1102	5.6423	-0.013	-0.0701	0.0565
Si	5.9242	12.2262	5.9778	0.0247	0.0157	-0.0045
Si	9.7566	12.2294	5.9864	-0.0194	0.0114	0.0497
Si	2.0733	0.9057	6.4126	-0.0852	0.0369	0.0302
Si	6.1123	1.0612	6.7161	-0.0184	-0.0174	0.0408
Si	9.9347	1.152	6.496	-0.0306	0.0218	0.0097
Si	0.2362	4.4239	6.7768	0.0047	-0.018	0.0678
Si	4.1582	4.2885	6.4794	-0.0165	0.0164	0.037
Si	7.9849	4.4105	6.8761	-0.0433	-0.0076	0.0828
Si	2.1094	7.7662	6.7551	-0.0086	0.0349	0.0744
Si	5.9876	7.6457	6.8492	-0.0156	0.004	0.0859
Si	9.9179	7.8883	6.7461	-0.0121	-0.0145	0.0655
Si	0.0722	10.9774	6.5917	0.0079	0.0157	0.0741
Si	3.8983	11.1885	6.6266	-0.0309	0.0136	0.0453
Si	7.8204	11.1322	6.8999	-0.0351	0.0164	0.047
O	10.2129	1.5658	8.0856	-0.0031	-0.0545	-0.0425
O	8.0528	4.3214	8.5625	-0.0122	0.0026	-0.0577
O	10.2181	8.2698	8.3643	-0.0197	-0.0375	-0.0943
O	0.3428	4.3848	8.443	-0.0135	0.0075	-0.0609
O	6.5224	1.0704	8.3634	-0.0307	0.0173	-0.0343
O	7.7312	11.1894	8.5942	0.0081	0.0007	-0.0531
O	6.0334	7.3539	8.5014	0.005	0.0293	-0.0991
O	1.9129	0.4174	8.0134	0.0428	-0.0062	-0.0552
O	2.0933	7.8306	8.4236	0.0041	-0.0075	-0.0878
O	3.5368	11.5405	8.24	0.0056	0.0174	-0.0748
O	4.6482	3.9732	8.031	-0.0194	0.0044	0.0136
O	11.593	10.6313	8.2408	0.0116	0.0325	-0.0639
O	7.0999	13.6431	22.7492	0.0119	-0.0314	0.0639
O	-0.2913	13.2415	22.687	0.0095	0.0067	0.0819
O	1.8283	2.9275	22.9269	-0.0193	0.0353	0.0943
O	3.6189	7.2653	22.8429	0.0072	-0.0605	0.0066
O	5.6417	9.9437	22.7984	0.0079	0.015	0.0583
O	5.5824	3.0418	22.9025	-0.1033	0.1252	0.0497
O	7.3039	7.0252	22.8426	0.0061	-0.0209	0.0569
O	9.1221	10.1765	22.9033	0.0364	-0.0109	0.0662
O	11.5751	6.7784	22.6746	0.016	-0.0051	0.0507
O	2.0149	9.9873	22.8075	-0.0111	0.0269	0.073
O	9.58	3.5082	22.6342	0.0116	-0.0041	0.1032
O	3.2095	0.5654	22.8468	0.0327	-0.0212	0.0734
Si	0.255	8.9005	19.9681	-0.0037	-0.0036	-0.0421
Si	-0.5473	16.2554	14.0362	-0.0255	-0.0516	-0.009
Si	9.4608	9.7191	21.3949	0.0059	0.0178	-0.0213
Si	3.5396	6.3923	21.4652	0.0354	-0.0016	-0.0036
Si	5.5433	7.8162	19.6627	0.0356	0.0159	-0.0184
Si	8.5742	5.5326	16.3566	0.0064	-0.0408	0.0388
Si	6.1491	6.6649	9.9796	-0.0044	0.0204	0.065
Si	2.2147	3.3097	11.307	0.0179	-0.0053	0.0493
Si	-0.7144	9.5123	9.2272	0.0008	-0.0071	-0.0267
Si	0.406	13.1629	21.2015	-0.0155	-0.0336	-0.0145
Si	11.559	5.5704	15.2794	-0.0016	-0.0603	-0.014
Si	6.9019	13.2761	21.1775	0.0013	0.0131	-0.0186
Si	9.3439	12.3686	19.764	-0.042	0.0058	0.0007
Si	2.9755	-0.4694	8.8948	-0.0221	-0.0449	0.0266
Si	8.7715	3.108	18.4843	-0.0409	-0.015	-0.0104
Si	9.7312	4.3247	21.2221	-0.0115	-0.022	0.0049
Si	0.4446	6.1874	21.2183	-0.0485	0.0133	-0.0193
Si	4.848	3.5472	21.5385	0.1627	0.0687	-0.0376
Si	13.3444	7.959	15.7707	0.0159	-0.0031	0.0079
Si	8.496	4.8303	10.0761	0.0071	0.0171	0.0261
Si	10.2496	0.8039	9.502	-0.0321	0.0419	0.0331
Si	6.1307	12.0112	14.9053	0.0339	0.0233	-0.0471
Si	2.4831	1.7678	21.9702	-0.0115	-0.0212	0.0385
Si	3.6682	13.7781	15.5579	-0.0171	0.0083	-0.0272
Si	-0.2224	10.1472	17.1352	-0.002	0.0023	0.0573
Si	8.7719	2.3378	11.8113	-0.0044	-0.0113	0.0778
Si	12.7123	12.8288	16.5501	-0.0361	-0.0035	-0.0144
Si	11.7041	4.9323	9.9658	0.0002	0.0109	0.0353
Si	6.0373	4.6231	15.3122	-0.0225	-0.0082	-0.0367
Si	4.5486	9.2019	14.6564	-0.0041	-0.0393	-0.0699
Si	5.3709	10.483	21.282	-0.0102	0.0096	-0.0162
Si	4.13	7.7552	11.9432	0.0147	-0.0213	-0.0223
Si	5.5716	14.5089	9.702	0.0123	-0.0349	0.0361
Si	5.9915	2.1961	19.3595	0.0374	-0.0025	0.004
Si	2.4512	5.2751	16.4531	0.0455	-0.0353	-0.0146
Si	1.3207	13.7397	13.8396	-0.0177	0.0019	-0.0501
Si	7.1516	-0.2421	12.0338	0.0307	0.0608	0.0278
Si	6.1489	7.2914	16.605	-0.0201	0.0147	0.0544
Si	1.3665	0.3515	11.0292	0.0013	0.0167	0.1011
Si	2.2512	10.5503	21.2992	-0.0059	-0.0202	-0.0106
Si	3.7585	4.9538	13.5125	0.0077	0.0102	-0.0289
Si	8.9452	11.9679	16.604	0.0015	0.0229	0.0549
Si	4.6194	3.9396	9.6316	-0.0338	0.0514	-0.0019
Si	7.9038	6.9767	21.3347	0.0061	-0.0011	-0.0249
Si	8.7734	11.5297	9.8318	-0.0423	-0.0073	0.0513
Si	10.4245	14.6586	16.6076	-0.0138	0.0407	0.0128
Si	13.1847	7.7763	9.9775	0.0176	-0.0393	0.0552
Si	4.2873	2.9503	17.0261	0.0141	-0.0125	0.0362
O	5.2122	13.2417	15.5163	-0.0112	-0.0017	0.0235
O	7.3311	2.349	18.4665	-0.0027	0.0056	0.0143
O	10.0991	5.1251	10.1818	0.0126	-0.0024	-0.0376
O	0.7645	15.29	13.8475	0.0003	0.0057	0.0179
O	5.5881	7.8192	18.037	0.0091	-0.0151	-0.0304
O	1.7897	9.4301	20.1802	0.0142	0.022	0.0541
O	4.6972	2.1391	18.371	-0.015	0.0218	0.0061
O	5.5079	7.7007	11.059	0.0043	0.0037	-0.009
O	0.6676	12.7539	14.966	0.0148	0.0012	0.0102
O	7.8115	1.1973	12.5137	-0.0028	-0.0097	-0.0284
O	2.9551	3.8336	12.6572	0.0041	0.0022	-0.0126
O	5.668	3.3566	16.2528	0.0013	0.0026	-0.0008
O	2.7418	12.9313	16.6282	0.0052	-0.0018	0.0189
O	4.108	7.2398	20.1937	-0.0367	-0.0601	0.0837
O	12.3783	6.9527	14.8298	-0.0052	0.0151	0.0007
O	2.2671	1.682	11.3346	-0.0082	-0.0201	-0.0279
O	8.1022	12.0647	11.2308	0.0188	-0.0261	-0.058
O	5.2691	5.3091	10.1748	-0.0218	-0.0343	-0.0292
O	1.4188	11.9115	21.0781	-0.0152	0.0234	0.0233
O	2.4603	6.8929	16.8357	-0.0151	0.0139	0.0098
O	3.7944	6.3641	12.7184	-0.0016	0.0018	0.002
O	7.7627	6.9348	16.7182	0.0142	-0.0093	-0.0086
O	0.4328	8.9148	10.2225	-0.0312	0.0448	-0.0357
O	8.72	4.5186	17.641	0.0066	0.0434	-0.0142
O	7.6652	4.7773	15.1934	-0.0103	0.0011	-0.0085
O	5.7753	9.3367	20.1969	0.0048	0.0116	0.0449
O	11.7386	7.2741	20.0253	-0.0026	-0.0422	0.0474
O	8.3727	0.0252	20.5109	-0.0054	0.0164	0.029
O	6.6073	12.4114	13.3815	-0.0302	-0.0284	0.0437
O	6.0031	0.1552	10.9395	-0.0203	0.0198	-0.0555
O	3.6087	2.5681	21.1048	0.004	-0.0045	-0.0027
O	6.7175	6.8381	20.2329	0.0149	-0.0099	0.056
O	2.8371	8.0755	10.9851	-0.0206	-0.0086	-0.0315
O	5.3103	4.505	13.8491	0.02	-0.0067	0.0173
O	5.4319	5.9038	16.1414	0.0013	-0.001	0.0089
O	11.9193	14.1606	17.0914	0.02	-0.0077	0.0158
O	5.7175	8.3615	15.4491	0.0089	0.0051	-0.0067
O	5.4295	2.6538	10.2261	0.0221	-0.0245	-0.0329
O	4.1558	0.5945	9.1481	-0.0162	-0.0019	-0.023
O	11.0641	9.502	21.2631	0.025	-0.0023	0.0408
O	6.2827	11.7888	20.9971	0.0054	0.0004	0.0556
O	5.9405	0.893	20.3395	0.0062	0.0485	0.0226
O	1.3222	1.1217	21.005	0.0166	0.0256	0.0252
O	11.7099	0.8297	10.1586	0.0084	-0.0055	-0.0388
O	12.2677	11.4997	17.3587	0.0127	0.0085	0.0037
O	12.2591	9.0644	16.2924	0.0049	-0.0198	-0.0221
O	0.8538	4.871	16.4787	-0.0054	0.0246	0.013
O	0.6859	3.8484	11.0628	-0.0186	0.0081	-0.037
O	9.7572	12.684	9.2534	0.017	-0.0016	-0.0336
O	8.714	8.3409	20.9898	-0.0092	0.0164	0.0427
O	-0.3218	4.776	20.9452	0.0302	0.0018	0.0256
O	8.8699	12.2567	18.2107	-0.0003	-0.0183	-0.0038
O	2.2331	12.5825	10.294	0.0082	0.0065	-0.0624
O	9.9831	2.6542	12.8357	0.0164	0.0047	0.0018
O	0.8986	13.0709	12.427	0.0066	0.023	-0.002
O	5.9128	3.5295	20.3041	-0.1322	-0.0081	0.1379
O	0.9071	6.3187	10.2561	0.01	0.0134	-0.0379
O	7.6956	6.2464	10.3351	0.0072	0.0129	-0.0395
O	2.0334	5.8885	21.1676	0.0336	-0.0053	0.0435
O	11.4442	4.4535	14.0785	-0.0001	0.0474	0.0203
O	9.2476	1.6062	10.4575	0.0123	-0.0078	-0.0498
O	10.3928	15.8069	15.4521	0.0052	-0.0038	0.0135
O	9.5852	13.3647	16.0217	-0.005	-0.0202	-0.0224
O	3.0549	3.878	10.0399	-0.0098	-0.0094	-0.0398
O	9.9494	10.6398	16.442	-0.0006	-0.0122	-0.022
O	7.4775	11.7403	15.8564	-0.0155	-0.0083	0.0042
O	-0.4466	9.4478	18.5985	0.0043	0.0167	-0.0279
O	3.3253	4.2477	17.382	-0.0186	0.0138	0.0089
O	10.8638	12.9296	20.0438	0.0396	0.0213	0.0247
O	8.1091	3.7436	11.2637	-0.0121	0.0126	-0.0301
O	9.796	2.0002	17.8982	0.0216	-0.007	0.0014
O	9.0527	10.8887	20.3635	-0.004	-0.0269	0.0391
O	10.0506	5.9321	15.7998	0.0087	0.0226	-0.0068
O	9.7086	10.2166	10.1265	0.0071	-0.0001	-0.0272
O	14.615	8.8363	15.1769	-0.0221	-0.0094	0.0201
O	5.0774	10.7475	14.8396	0.0002	-0.0011	0.0227
O	3.8162	10.8878	21.062	-0.0041	-0.0178	0.0481
O	8.8605	5.6885	21.2333	-0.0115	0.0159	0.0228
O	3.5267	1.9375	16.0169	0.0016	-0.0034	-0.0052
O	4.4266	5.0812	21.7864	0.0165	-0.091	-0.0262
O	4.4552	8.9093	13.0497	0.0118	0.0254	0.0556
O	2.9748	5.1006	14.9182	-0.0214	0.0078	0.0154
O	2.9475	13.7186	14.0797	0.0098	-0.0025	0.0334
O	9.2266	3.3778	20.0179	0.0049	-0.0118	0.0122

Results
free energy: -168221.112 eV
free energy less fixed offsets of O -568.88, Si -635.61 eV per atom: 0.408 eV

The program warned: the cutoff lies below the one the program advises for these potential files; the forces do not sum to zero within the program's tolerance; the exchange-correlation potential is rough where the density is thin.
